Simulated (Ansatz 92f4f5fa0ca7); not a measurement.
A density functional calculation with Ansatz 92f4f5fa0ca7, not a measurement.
Periodic cell of 357 atoms, Si241O116, from a study of silicon, its oxide and their interface. The atomic structure is a simulated model.
Doubt: the cutoff is far below the 930 eV that the study's wrapper takes by default for these files, so forces and energies are approximate.
This geometry differs little from another in the collection (a relaxation step or a small displacement).

Settings
functional: PBE
potential files: Ansatz PAW
basis: plane waves
wave-function cutoff: 580 eV
density cutoff ratio: 5
exchange-correlation grid ratio: 1
k mesh: 1 x 1 x 1, Gamma-centred
self-consistency stop: 5e-08 eV per atom in the density residual
occupations: fixed
spin: none
net charge: 0

Cell vectors (angstrom)
a 11.6015 0 0
b 0 13.3963 0
c 0 0 40.4729

Atoms and the computed forces on them: element, x, y, z (angstrom), force x, y, z (eV/angstrom)
Si 0 2.2327 1.1851 -0.0144 -0.0041 0.0029
Si 3.8672 2.2327 1.1851 -0.0092 0.0158 0.0201
Si 7.7343 2.2327 1.1851 -0.0024 0.0107 0.0114
Si 1.9336 5.5818 1.1851 -0.015 -0.0036 0.0228
Si 5.8008 5.5818 1.1851 -0.0134 0.0037 -0.0018
Si 9.6679 5.5818 1.1851 -0.0004 -0.0163 0.0242
Si 0 8.9308 1.1851 -0.0082 -0.0299 -0.0319
Si 3.8672 8.9308 1.1851 -0.0075 -0.0148 -0.011
Si 7.7343 8.9308 1.1851 -0.0082 -0.0086 0.0109
Si 1.9336 12.2799 1.1851 0.0226 -0.0027 0.0251
Si 5.8008 12.2799 1.1851 -0.0042 0.0176 0.005
Si 9.6679 12.2799 1.1851 -0.003 0.0019 -0.0216
Si 1.9336 1.1164 1.9745 -0.0131 -0.0081 0.0006
Si 5.8008 1.1164 1.9745 0.0369 -0.0763 -0.004
Si 9.6679 1.1164 1.9745 0.0526 -0.0215 0.0053
Si 0 4.4654 1.9745 0.018 0.0171 0.0018
Si 3.8672 4.4654 1.9745 0.032 -0.0204 0.0025
Si 7.7343 4.4654 1.9745 0.0138 -0.0428 -0.0058
Si 1.9336 7.8145 1.9745 0.0175 0.069 -0.001
Si 5.8008 7.8145 1.9745 -0.0114 0.0026 -0.005
Si 9.6679 7.8145 1.9745 0.0698 0.0965 0.0024
Si 0 11.1635 1.9745 -0.0946 -0.0162 -0.0217
Si 3.8672 11.1635 1.9745 -0.0384 0.0356 0.0014
Si 7.7343 11.1635 1.9745 0.0778 0.0105 0.0003
Si 1.9336 1.1164 4.3426 -0.034 -0.0179 0.1669
Si 5.8008 1.1164 4.3426 0.1264 -0.1319 0.0699
Si 9.6679 1.1164 4.3426 0.1547 -0.0347 0.0607
Si 0 4.4654 4.3426 0.077 0.0648 0.0249
Si 3.8672 4.4654 4.3426 0.058 -0.0276 -0.0046
Si 7.7343 4.4654 4.3426 0.054 -0.105 -0.0618
Si 1.9336 7.8145 4.3426 0.0331 0.1666 -0.1427
Si 5.8008 7.8145 4.3426 -0.0336 0.0626 -0.1451
Si 9.6679 7.8145 4.3426 0.1513 0.2704 -0.0548
Si 0 11.1635 4.3426 -0.2455 -0.0168 0.2743
Si 3.8672 11.1635 4.3426 -0.0783 0.1515 -0.0426
Si 7.7343 11.1635 4.3426 0.2107 0.0531 0.0886
Si 0 0 36.1324 0.0205 -0.0246 -0.0855
Si 3.8672 0 36.1324 -0.0051 0.1196 0.0818
Si 7.7343 0 36.1324 -0.0046 -0.0064 -0.1031
Si 1.9336 3.3491 36.1324 0.0007 -0.1354 -0.0699
Si 5.8008 3.3491 36.1324 -0.1014 -0.0574 0.1047
Si 9.6679 3.3491 36.1324 -0.0312 -0.0771 -0.1043
Si 0 6.6981 36.1324 -0.1342 -0.0996 -0.1137
Si 3.8672 6.6981 36.1324 -0.0814 -0.0466 0.0118
Si 7.7343 6.6981 36.1324 -0.0425 -0.0871 0.1562
Si 1.9336 10.0472 36.1324 -0.0912 -0.0728 0.0129
Si 5.8008 10.0472 36.1324 -0.0491 0.0003 0.0119
Si 9.6679 10.0472 36.1324 -0.0315 -0.0163 0.0386
Si 0 0 38.5005 0.0027 -0.0049 -0.0073
Si 3.8672 0 38.5005 0.001 0.0653 0.0086
Si 7.7343 0 38.5005 0.0066 0.0098 0.0003
Si 1.9336 3.3491 38.5005 -0.0066 -0.0379 0.0058
Si 5.8008 3.3491 38.5005 -0.0394 -0.0029 -0.0015
Si 9.6679 3.3491 38.5005 -0.008 -0.0128 0.0115
Si 0 6.6981 38.5005 -0.0479 -0.0243 0.0143
Si 3.8672 6.6981 38.5005 -0.0306 0.0006 0.0062
Si 7.7343 6.6981 38.5005 -0.0147 -0.0253 -0.0005
Si 1.9336 10.0472 38.5005 -0.0337 -0.0327 -0.0074
Si 5.8008 10.0472 38.5005 -0.0171 0.0071 -0.0034
Si 9.6679 10.0472 38.5005 -0.0039 0.0051 -0.0063
Si 0 2.2327 39.2899 0.012 0.0072 -0.0103
Si 3.8672 2.2327 39.2899 0.0132 -0.0186 0.0275
Si 7.7343 2.2327 39.2899 -0.0008 -0.0088 -0.011
Si 1.9336 5.5818 39.2899 0.0173 0.0082 -0.0245
Si 5.8008 5.5818 39.2899 0.0177 -0.0063 0.0032
Si 9.6679 5.5818 39.2899 -0.0037 0.0207 0.0012
Si 0 8.9308 39.2899 0.0112 0.0333 0.0016
Si 3.8672 8.9308 39.2899 0.0067 0.0133 0.0021
Si 7.7343 8.9308 39.2899 0.0067 0.0005 -0.0077
Si 1.9336 12.2799 39.2899 -0.0199 -0.0001 -0.0205
Si 5.8008 12.2799 39.2899 0.0004 -0.0145 -0.0109
Si 9.6679 12.2799 39.2899 0.0061 -0.0029 -0.0005
Si -2.0302 -1.3022 29.8028 -0.0267 -0.0265 0.0009
Si 4.1849 0.2322 28.8033 0.0419 -0.0299 -0.0013
Si 7.6902 -0.144 29.0983 0.0082 -0.0307 -0.045
Si 1.9411 3.2504 28.8767 -0.039 0.0076 -0.0957
Si 5.4551 3.6181 28.7351 0.0177 -0.0562 -0.0489
Si 9.9094 3.2216 29.0689 -0.0369 0.0436 -0.0245
Si -1.8672 5.3487 29.9882 -0.0552 -0.0296 -0.0571
Si 3.7144 6.862 29.2138 -0.0554 0.0459 -0.168
Si 7.2239 6.9188 28.7779 -0.0294 -0.013 -0.0539
Si 1.6878 9.682 29.1465 -0.0113 -0.0394 -0.0893
Si 5.4829 10.1898 28.9507 -0.0306 0.005 -0.1396
Si 9.4176 9.8826 28.9752 0.024 0.0063 -0.0799
Si 0.1261 1.9809 29.7153 0.0379 -0.013 -0.0169
Si 3.8547 2.2981 29.7931 -0.0228 0.0259 -0.0044
Si 7.9975 2.0721 29.76 -0.0715 0.0348 -0.0576
Si 1.889 5.4841 29.7629 0.0156 -0.0019 -0.0142
Si 5.5721 5.6717 29.8168 0.0682 0.0006 -0.0061
Si 11.5036 6.5025 29.1395 0.0441 0.0177 -0.0884
Si -0.2867 8.7356 29.8603 -0.0515 0.0164 -0.0044
Si 3.7229 9.0168 30.0601 0.0237 0.0028 -0.0198
Si 7.4104 9.0125 29.7503 -0.0141 0.0493 0.0342
Si 1.64 11.9716 29.6651 0.1106 -0.0062 -0.039
Si 5.755 12.3057 29.9025 -0.0303 0.0253 -0.0088
Si 11.4184 13.1361 28.8546 0.0133 0.0313 -0.1464
Si 0.0045 2.1404 32.1154 -0.0048 -0.001 -0.038
Si 3.8511 2.2179 32.1621 -0.002 -0.0178 0.0035
Si 7.7389 2.1969 32.1405 -0.0041 0.0052 -0.0702
Si 1.885 5.5211 32.1472 0.0076 0.0044 -0.0029
Si 5.7378 5.5567 32.1808 -0.0004 0 -0.0069
Si 9.5966 5.5258 32.2957 0.0055 0.0153 -0.0453
Si -0.1151 8.8666 32.2118 0.0076 0.0003 -0.0341
Si 3.8012 8.9352 32.3614 0.0001 0.0005 -0.0191
Si 7.6067 8.9098 32.1377 0.0076 -0.0165 0.0005
Si 1.8567 12.2021 32.0846 0.0061 0.0054 -0.0555
Si 5.7327 12.2597 32.2452 -0.0015 0.0108 0.0077
Si 9.6122 12.2121 32.1757 -0.0151 0.001 -0.0313
Si 1.9249 1.0495 32.9298 0.014 -0.0276 -0.0017
Si 5.7896 1.1094 32.9604 0.0244 0.0167 0.0016
Si 9.6598 1.0642 32.9412 0.007 0.0138 0.0357
Si -0.0288 4.3873 32.9497 -0.01 0.0055 0.0395
Si 3.8167 4.4362 32.9778 0.0054 0.0079 0.0177
Si 7.6603 4.4128 32.9929 -0.0041 -0.0238 -0.0072
Si 1.8485 7.7594 32.9686 -0.0027 0.003 0.0415
Si 5.7413 7.7762 33.0157 -0.0022 -0.0001 0.0106
Si 9.5535 7.7907 32.9839 -0.0059 -0.0083 0.0233
Si -0.0545 11.1133 32.9666 0.002 -0.0106 0.0238
Si 3.7903 11.1765 33.0272 -0.0296 0.0009 -0.0063
Si 7.6736 11.1232 32.9806 -0.0098 0.0028 0.0228
Si 1.9355 1.104 35.3195 -0.0068 0.0026 -0.0062
Si 5.8013 1.1197 35.3347 -0.0067 -0.0051 0.0029
Si 9.6705 1.1101 35.3258 0.0083 -0.0047 -0.0107
Si 0.0014 4.4505 35.3304 0.0075 -0.0079 -0.0153
Si 3.8629 4.463 35.3451 0.0018 -0.0028 -0.0006
Si 7.7203 4.4576 35.3526 0.0013 0.0046 -0.0039
Si 1.9221 7.8043 35.3397 0.0003 0.0011 -0.0113
Si 5.8011 7.8078 35.3663 0.0049 -0.0046 -0.0017
Si 9.6488 7.8156 35.3476 -0.0014 0.0073 0.0016
Si -0.0028 11.1591 35.3389 -0.0074 -0.0019 -0.0085
Si 3.8557 11.1752 35.3723 0.0017 0.0034 0.0142
Si 7.7311 11.1576 35.3465 0.0045 0.0023 -0.0042
Si 0.0046 -0.0056 5.1705 0.0087 0.0027 0.0021
Si 3.8691 0.0083 5.1519 -0.0068 0.0004 0.0171
Si 7.7578 0.0017 5.1556 -0.01 0.0061 0.0013
Si 1.9383 3.3547 5.1328 0.0012 0.0078 0.0074
Si 5.808 3.3339 5.1211 0.0056 0.0023 0.0101
Si 9.6766 3.3497 5.1288 -0.0016 0.0012 -0.0019
Si 0.0112 6.7137 5.1156 0.0118 -0.01 -0.0014
Si 3.8636 6.7014 5.11 -0.0208 0.005 0.0164
Si 7.7477 6.7037 5.0686 0.0079 -0.0016 0.0111
Si 1.9273 10.0632 5.1329 0.0105 -0.0014 -0.0028
Si 5.801 10.0605 5.0888 0.0014 0.0072 0.0062
Si 9.6495 10.0421 5.2234 0.0088 0.0038 0.0105
Si 0.0561 -0.0059 7.5746 -0.0031 -0.0026 -0.0158
Si 3.9171 0.0536 7.5383 0.0279 0 -0.0381
Si 7.861 0.0361 7.5431 0.0413 -0.0057 -0.0073
Si 1.9859 3.3932 7.5026 -0.0197 -0.0033 -0.0231
Si 5.8631 3.3028 7.4832 -0.029 -0.0149 -0.0136
Si 9.7494 3.3889 7.4937 -0.0107 -0.0012 -0.0132
Si 0.084 6.7811 7.4724 0.0047 0.0217 0.0024
Si 3.9088 6.7422 7.4602 -0.006 -0.0168 -0.0401
Si 7.7856 6.7293 7.3936 0.008 -0.0115 -0.0163
Si 1.8955 10.1332 7.5022 -0.0334 0.0191 -0.0249
Si 5.7819 10.1146 7.4263 0.0024 0.0241 -0.0507
Si 9.5976 10.0299 7.68 -0.0062 -0.0113 -0.026
Si 0.0751 2.2572 8.3034 -0.0089 0.0005 -0.0104
Si 3.9033 2.2876 8.3323 0.0137 0.0052 0.0074
Si 7.8477 2.2739 8.3284 0.006 -0.0012 0.0347
Si 1.9836 5.6386 8.2978 0.0069 -0.0222 0.0164
Si 5.8775 5.562 8.0653 0.0266 0.0324 0.0606
Si 9.7565 5.6604 8.1662 -0.0101 -0.0399 0.0211
Si 0.0213 8.9907 8.3661 -0.0224 -0.0088 -0.0121
Si 3.8399 9.0098 8.1715 0.0275 -0.0079 -0.0074
Si 7.5507 8.8721 8.3567 0.0044 -0.014 0.0087
Si 2.0173 12.3349 8.4065 -0.0061 -0.0181 0.0313
Si 5.9012 12.3531 8.2526 -0.0364 -0.0061 0.0688
Si 9.7475 12.2676 8.4836 -0.0012 0.0223 0.017
Si 0.2048 2.2808 10.667 0.0032 -0.0649 -0.0169
Si 3.9892 2.5079 10.7035 0.0047 0.0496 -0.0171
Si 8.0243 2.2652 10.71 0.0294 -0.0171 0.0444
Si 4.0413 4.8201 11.2763 0.1063 0.0026 0.2833
Si 5.8458 5.9629 10.3366 0.1908 -0.0969 0.094
Si 10.0115 5.6788 10.4823 -0.014 -0.0071 0.0124
Si 0.2473 9.0611 10.7419 0.0503 0.0517 -0.0258
Si 4.1348 9.0906 10.4837 -0.0045 -0.0233 0.0031
Si 7.912 8.4066 12.1614 -0.0105 -0.0066 0.0474
Si 2.1846 12.4183 10.8298 -0.0048 0.0696 -0.0258
Si 5.8559 12.6137 10.6035 0.0218 0.0176 0.0201
Si 10.0533 12.3029 10.9142 0.0103 0.0129 0.004
Si 2.1191 1.2905 11.6184 0.0256 0.0199 0.1058
Si 5.9342 1.4357 11.3962 -0.0712 0.0581 0.1078
Si 9.9577 1.1545 11.5737 -0.0016 -0.0043 0.0573
Si 0.1593 4.488 11.426 0.0194 0.0226 0.0882
Si 2.011 5.7246 10.6811 -0.0105 -0.0086 0.0318
Si 8.3644 4.4575 11.5263 -0.1703 0.0989 -0.0434
Si 2.2465 7.9339 11.4685 -0.042 0.0014 0.1725
Si 6.3628 8.2623 10.4116 0.0163 -0.0068 0.0102
Si 10.1191 7.7182 11.6774 0.0299 0.0341 0.129
Si 0.3829 11.2213 11.7226 -0.0857 -0.0486 0.1061
Si 4.1498 11.2635 11.3619 -0.0021 -0.0561 0.1034
Si 8.4001 11.5169 12.3449 0.0279 -0.0213 0.0353
O 5.8651 1.4871 13.0595 0.0334 -0.0273 -0.0662
O 11.4394 4.4832 13.078 0.0434 0.0097 -0.0976
O 8.7392 4.5343 13.1351 -0.0026 -0.0219 -0.0388
O 1.8757 1.3986 13.2874 0.0124 -0.0208 -0.0845
O 0.4709 11.0611 13.3961 0.0266 0.0324 -0.13
O 2.3871 7.9683 13.1284 -0.0168 -0.0049 -0.1336
O 10.7508 7.6027 13.2184 0.0083 -0.0122 -0.0611
O 4.5637 10.9855 12.9643 -0.0442 0.0534 -0.0861
O 8.6321 12.1717 13.84 0.0183 0.0223 -0.0394
O 4.4038 5.0137 12.879 -0.095 -0.0342 -0.2425
O 10.1146 1.2531 13.2392 -0.0151 0.0295 -0.0867
O 7.375 7.5238 13.446 0.0357 0.0092 -0.0165
O 5.1421 3.7694 27.1316 0.0114 0.0021 0.0159
O 2.0464 3.2014 27.2045 -0.0188 -0.008 0.0541
O 7.386 -0.2093 27.4582 0.0253 0.0082 0.0459
O 3.8321 7.2715 27.5914 -0.0217 -0.0298 0.1553
O 9.2109 9.813 27.318 0.0124 -0.0077 0.086
O 6.9789 7.1406 27.1521 0.0125 0.0119 0.0411
O 10.016 3.6035 27.4313 -0.0016 -0.0336 0.0803
O -0.3228 6.266 27.5154 0.012 0.0412 -0.0101
O 4.5426 13.9073 27.2075 -0.0094 -0.003 0.0114
O -3.0327 19.4143 29.0104 0.014 -0.0016 0.1019
O -0.2333 12.9419 27.1827 0.0007 0.0338 0.1247
O 5.2908 10.3685 27.2855 0.0064 -0.0239 0.0785
Si 5.5077 4.0941 25.5793 -0.029 0.036 -0.0237
Si 9.9184 9.5932 25.8529 0.0141 0.0053 -0.0414
Si 10.7856 12.29 25.8038 0.0405 0.0204 -0.0221
Si 2.3474 0.5869 14.6449 -0.0102 0.0372 0.0782
Si 3.7033 7.986 21.3541 0.0047 0.0342 0.0112
Si 9.6619 7.1366 21.3177 0.0144 0.0637 0.0035
Si 3.1303 4.3612 23.8429 -0.015 0.0724 -0.0048
Si 4.4572 9.3936 15.9322 0.0191 -0.0687 0.0534
Si 8.6611 8.8079 16.3298 -0.0061 0.0185 0.0597
Si 5.9003 1.2357 24.1398 -0.0452 0.04 -0.0136
Si 10.5967 6.5862 26.085 0.0503 -0.0323 -0.0418
Si 9.4276 13.7155 17.2803 -0.0074 -0.0438 0.0223
Si 8.8723 2.0647 19.6798 0.0242 -0.0473 -0.031
Si 4.6881 11.9167 14.2969 0.0349 -0.0194 0.1334
Si 3.8497 9.6976 18.8091 0.0258 -0.0303 -0.0445
Si 12.0442 11.4771 14.9886 -0.0063 -0.0024 0.0353
Si 10.1047 4.5203 14.0439 -0.018 0.0012 0.0318
Si 4.4146 10.5018 25.8943 0.0233 0.0204 -0.0179
Si 8.8967 11.631 15.3688 -0.0667 -0.0471 0.0899
Si 2.7868 8.1425 26.6814 0.0155 -0.0377 0.0206
Si 1.0202 10.1471 17.578 -0.0142 -0.0218 0.0522
Si 8.1595 0.184 26.0881 -0.028 -0.038 -0.0575
Si 10.7177 10.9136 21.2577 -0.025 -0.0029 -0.0035
Si 10.8682 7.2607 14.8034 -0.0082 0.0551 0.1071
Si 3.6926 0.0609 25.8714 0.03 0.0295 -0.0499
Si 10.5448 -0.102 23.0693 -0.0081 -0.0148 -0.0186
Si 0.6819 8.2322 22.1138 0.0264 -0.0131 0.0275
Si 2.2946 14.4425 20.2329 -0.0243 -0.0046 -0.0085
Si 4.2897 2.4644 16.0835 0.0003 0.0339 -0.0116
Si 10.1177 2.6804 26.1005 0.0137 0.0496 -0.0572
Si 2.3431 7.4922 14.6938 0.0505 -0.0449 0.0596
Si 6.5661 7.4264 14.8565 -0.0407 0.0023 0.135
Si 9.5296 1.6917 14.7008 -0.0078 -0.0539 0.0337
Si 9.5489 2.7546 23.2606 -0.0043 -0.0054 -0.0375
Si 7.5076 6.4901 25.7428 0.0006 -0.0229 -0.0328
Si 5.2851 10.0593 22.9873 0.0255 -0.0426 -0.024
Si 6.3994 0.904 14.4864 -0.0646 0.0094 0.0761
Si 1.6748 2.3781 25.8275 0.0572 0.0448 -0.0311
Si 6.3919 14.4196 20.9206 -0.0206 0.0037 0.0551
Si 9.8856 9.1735 19.0435 -0.0241 0.0242 -0.0307
Si 4.7239 4.9207 21.2971 -0.0387 -0.0164 0.0528
Si 11.5353 2.0419 21.3836 -0.0274 0.0049 0.0097
Si 4.5406 2.8659 19.1776 -0.0076 0.0095 -0.0445
Si 4.403 5.2249 14.4768 -0.0542 0.0298 0.0442
Si 7.9622 8.7007 23.5867 -0.0381 0.0003 -0.0321
Si 11.8503 12.6145 18.982 -0.0448 -0.0173 -0.0269
Si 4.3675 12.1706 20.7217 0.0076 -0.0344 -0.0054
Si 7.9284 4.4153 21.2317 -0.003 -0.0155 0.0426
Si 1.2663 6.63 24.4701 0.0376 -0.0423 -0.0876
O 8.0035 14.426 20.6302 0.0136 0.0015 -0.0107
O 6.084 1.2234 22.5191 0.0117 -0.0089 -0.0093
O 1.0864 11.7267 17.9375 0.0093 -0.0012 -0.0132
O 1.123 13.9367 19.2322 0.04 0.0235 0.001
O 10.212 0.931 15.9776 -0.0049 0.0111 -0.0486
O 0.1491 11.7877 20.3709 0.0265 0.0091 0.0153
O 4.6444 3.0265 17.5692 0.006 0.0016 0.0392
O -0.126 5.8842 24.8936 -0.0646 0.0331 0.1066
O 6.7695 5.0877 25.4416 0.0136 -0.0104 0.0383
O 5.3082 10.5785 24.5377 0.0135 0.0061 0.0129
O 3.0882 8.5768 15.6386 -0.0061 0.0239 -0.0354
O 9.618 10.3173 20.1965 0.008 0.0064 0.0027
O 11.3548 -0.3772 24.4628 -0.015 -0.0037 0.033
O 4.0256 11.204 19.4414 -0.0005 0.0266 0.0072
O 10.9663 3.1047 22.4962 0.0146 -0.0199 -0.0104
O 4.3355 10.9763 15.5684 0.019 0.0746 -0.1112
O -0.0049 0.5391 22.0225 -0.0031 0.0149 0.0272
O 10.6936 8.1836 25.8503 0.0091 0.0151 0.0455
O 1.0451 10.2542 15.9258 -0.0078 0.0221 -0.0275
O 3.0805 6.0608 14.9076 0.0026 -0.0082 -0.0917
O 0.8278 7.2939 15.231 -0.0197 0.0137 -0.0559
O 4.2649 4.3316 19.8398 0.0097 -0.0071 -0.0157
O 7.9215 1.4199 14.7187 -0.0162 0.0079 -0.057
O 1.1996 12.9335 15.1714 0.007 0.0052 -0.044
O 10.5131 11.5543 15.5208 0.0432 0.015 -0.0406
O 8.7378 9.2019 17.9018 0.0116 0.0036 0.0047
O 6.3635 4.8535 21.4009 0.012 0.0031 -0.0105
O 10.1088 8.3389 15.7496 0.0182 -0.0233 -0.0829
O 7.6059 7.5819 16.1079 0.0024 -0.0047 -0.0639
O 11.2465 7.0232 21.7208 -0.0283 -0.0082 -0.0127
O 8.1978 10.1716 15.5562 0.0009 0.008 -0.0435
O 4.238 6.4586 21.437 0.0161 0.0043 -0.0108
O 5.8057 15.6466 20.0084 0.0017 0.0057 -0.017
O 10.4533 2.061 20.141 -0.0125 0.0143 -0.0266
O 9.421 1.0928 23.3171 0.0192 -0.0074 0.0013
O 10.3991 12.96 18.3443 0.0084 0.0107 -0.0068
O 6.8395 9.5721 22.7707 -0.0074 0.0166 0.007
O 5.572 8.7096 14.9701 -0.0175 0.0423 -0.0402
O 10.0226 11.8758 22.4027 0.0105 -0.0014 -0.0033
O -0.0246 9.6916 21.9219 0.0095 0.0198 0.012
O 3.4643 11.8393 25.9208 -0.008 -0.0187 0.0323
O 2.0111 7.0036 25.8533 -0.0226 0.0046 0.0282
O 3.3465 1.8026 19.3009 -0.0025 -0.0157 0.0111
O 3.5981 13.0949 14.1273 0.0267 0.0006 -0.0474
O 4.8257 9.3847 17.5276 -0.0251 0.0146 0.0072
O 9.1462 12.3503 25.6895 -0.024 -0.0158 0.0405
O 6.1338 12.6672 14.5032 -0.0411 0.0192 -0.0642
O 4.2136 4.8504 24.9532 0.005 -0.008 0.0267
O 10.2147 5.7887 15.055 -0.0196 -0.0428 -0.069
O 9.9577 3.2278 15.0003 0.0157 0.0308 -0.0501
O 8.2859 3.4154 22.4823 0.0139 0.0104 0.0145
O 3.5544 9.1439 25.6713 0.0023 -0.0004 0.0333
O 2.2886 3.1082 24.4882 -0.0296 -0.0363 0.0677
O 3.0891 13.2019 20.9928 -0.0013 0.0052 0.0089
O 2.8748 1.6294 15.8181 -0.033 -0.0481 -0.0668
O 9.6997 7.7431 19.8004 -0.0007 -0.0232 0.0087
O 11.3335 9.4014 18.2867 0.0162 0.0042 -0.0162
O 4.2917 8.7956 22.654 -0.0047 0.0025 0.0087
O 8.9012 5.7124 21.2857 -0.0003 -0.0151 -0.0079
O 8.8315 9.6225 24.6282 0.0247 0.0092 0.0352
O 4.2562 8.6288 19.963 0.0051 -0.0116 -0.0063
O 9.0713 6.1056 25.915 0.0222 -0.0172 0.0392
O 5.7088 13.0421 20.3876 0.0008 -0.0026 -0.0258
O 11.1068 10.7005 25.6882 0.007 0.0079 0.0447
O 2.2694 0.8567 25.8679 -0.0008 -0.0161 0.0513
O 8.7255 1.5383 18.129 0.0078 0.0237 0.0264
O 7.1201 0.455 24.8826 0.0336 -0.0261 0.0543
O 8.9278 8.0856 22.4266 0.0087 -0.0319 0.0023
O 8.3936 12.614 16.6028 0.0209 0.0202 -0.0401
O 7.2637 7.5125 24.4873 0.0023 -0.0216 0.0326
O 1.0463 8.0341 23.6824 -0.02 0.0236 0.0058
O 5.7565 6.0174 14.9582 0.034 -0.019 -0.0652
O 2.0723 8.0962 21.2764 0.0094 0.0006 -0.019
O 5.5316 1.4946 15.7169 0.0559 -0.0568 -0.0902
O 1.526 2.2537 21.0749 -0.0014 -0.0253 -0.009
O 11.6555 2.264 25.7622 -0.018 -0.0086 0.0463
O 8.2797 3.5901 19.8502 -0.0089 0.0142 -0.038
O 4.5136 0.4663 24.5189 -0.0214 -0.0182 0.0335
O 9.1533 1.4201 26.4345 0.0161 0.0124 0.0443
O 9.5331 3.3874 24.7558 -0.004 -0.0156 0.0415
O 5.8436 2.7558 24.7183 0.017 -0.0125 0.0233
O 4.2957 3.7667 15.1361 0.0088 0.0073 -0.0459
O 4.7583 11.2849 22.0395 -0.0098 0.0177 0.0139
O 3.9533 4.0305 22.4604 0.0362 -0.0021 -0.0352
O 2.1225 5.6047 23.543 -0.0067 -0.0009 0.0386
O 2.3274 9.4561 18.258 -0.0011 0.0092 -0.012
O 8.2058 36.7299 12.6664 -0.0342 -0.0407 -0.0549
O 2.8507 39.4631 28.777 -0.0433 -0.0187 0.1187
O 18.6871 -1.3713 11.5471 0.0587 -0.0311 -0.0682
O 13.4083 -4.2872 27.5738 -0.0107 0.0297 0.0902
O 18.5179 2.8929 28.8124 0.0582 -0.0063 0.1028
O -4.6578 -8.1553 11.3507 -0.09 0.0342 -0.1296

Results
free energy: -219173.480 eV
free energy less fixed offsets of O -568.88, Si -635.61 eV per atom: -1.390 eV

The program warned: the cutoff lies below the one the program advises for these potential files; the forces do not sum to zero within the program's tolerance; the exchange-correlation potential is rough where the density is thin.
